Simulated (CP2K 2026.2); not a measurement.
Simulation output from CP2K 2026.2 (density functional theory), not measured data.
Periodic cell of 507 atoms, Si360O147, from a study of silicon, its oxide and their interface. The atomic structure is a simulated model.
Doubt: the forces sum to 0.50 eV/angstrom along one axis rather than to zero, so they err by at least 0.0010 eV/angstrom per atom on average; the grid cutoff is modest.

Settings
functional: PBE
method: Gaussian and plane waves
basis set: DZVP-MOLOPT-SR-GTH
pseudopotentials: GTH-PBE
grid cutoff: 300 Ry, relative cutoff 40 Ry
k points: Gamma only
occupations: fixed
spin: none
net charge: 0

Cell vectors (angstrom)
a 16.32 0 0
b 0 16.32 0
c 7.9767 0.9043 33.6958

Atoms and the computed forces on them: element, x, y, z (angstrom), force x, y, z (eV/angstrom)
Si -1.656 -0.788 0.125 -0.311 0.163 0.53
Si 1.026 1.898 0.313 -0.298 0.204 0.503
Si 0.08 5.359 1.34 -0.425 -0.172 0.253
Si 1.767 7.245 -0.516 0.082 -0.016 0.052
Si 0.364 -6.561 -1.172 -0.54 0.086 -0.149
Si 0.822 -7.05 -6.77 -0.12 0.105 0.03
Si 2.918 -1.431 -3.172 0.011 -0.049 0.042
Si -9.639 2.119 -0.684 -0.055 -0.023 0.167
Si 4.264 4.057 -0.156 -0.316 -0.217 0.58
Si -8.01 7.835 -0.712 -0.352 -0.02 0.567
Si -0.208 -1.389 24.233 -0.12 -0.024 -0.053
Si 5.053 -5.579 -0.632 -0.302 -0.309 0.449
Si -6.218 -1.731 0.01 -0.011 0.069 -0.014
Si -3.44 0.867 -0.022 -0.014 -0.052 -0.084
Si -7.559 -7.143 -6.806 -0.083 -0.041 -0.639
Si -1.923 -6.698 -1.313 0.675 -0.001 -0.017
Si -6.642 -5.725 -0.88 0.278 0.005 0.633
Si -4.527 -3.421 0.22 0.009 -0.04 0.063
Si 0.021 0.118 1.49 0.076 0.04 -0.03
Si 2.775 3.009 1.428 0.057 0.015 -0.11
Si -0.794 3.528 0.152 0.236 -0.149 0.664
Si 3.213 8.541 1.744 0.043 0.192 0.558
Si 0.71 -4.836 1.431 0.033 0.174 0.569
Si 2.432 -3.066 1.468 0.019 0.045 -0.067
Si 4.926 0.254 1.058 -0.257 0.57 0.251
Si -7.735 3.211 1.542 0.272 0.147 0.529
Si 5.822 5.894 1.725 0.307 0.171 0.495
Si -8.761 7.567 1.497 0.005 -0.03 0.017
Si 4.819 -6.086 1.613 -0.04 0.026 0.019
Si -8.05 -2.623 1.157 -0.102 0.039 -0.084
Si -5.243 0.004 1.254 0.021 0.031 -0.042
Si -2.621 2.632 1.317 0.015 0.019 -0.056
Si -5.96 4.898 1.489 0.007 0.027 -0.036
Si -3.023 8.041 1.16 0.002 -0.065 0.688
Si -5.58 -5.313 1.234 -0.064 0.013 -0.078
Si -2.663 -2.553 1.34 0.008 0.063 -0.077
Si -1.371 1.377 2.876 -0.001 0.012 -0.008
Si 1.388 4.199 2.878 -0.031 -0.001 -0.066
Si -1.428 6.809 2.483 0.048 0.029 -0.025
Si 1.416 9.635 2.777 -0.015 0.002 -0.099
Si -1.258 -4.01 2.562 0.023 -0.094 -0.012
Si 1.372 -1.361 2.727 0.037 -0.055 0.021
Si 4.025 1.555 2.733 0.011 -0.024 -0.071
Si 6.898 4.166 2.895 0.002 0.001 -0.067
Si 4.158 6.863 3.039 -0.023 -0.047 -0.084
Si 6.692 -6.94 2.745 0.075 0.036 -0.044
Si 4.045 -4.179 2.784 -0.032 0.013 -0.047
Si -9.47 -1.535 2.665 0.442 -0.22 0.354
Si -6.698 1.36 2.6 -0.074 0.028 -0.027
Si -4.1 3.975 2.626 -0.033 0.054 -0.001
Si -6.934 6.675 2.751 -0.009 -0.006 -0.013
Si -4.216 -6.782 2.542 -0.007 -0.048 -0.032
Si -6.938 -4.092 2.656 -0.015 0.009 0.004
Si -4.046 -1.32 2.794 -0.005 0.012 -0.051
Si -2.73 0.006 4.197 0.016 0.037 -0.009
Si 0.034 2.75 4.148 -0.015 -0.058 0.06
Si -2.729 5.428 3.928 0.016 -0.026 0.025
Si -0.068 8.188 3.928 -0.033 -0.01 0.022
Si -2.713 -5.437 3.866 -0.015 0.004 -0.01
Si -0.029 -2.676 4.095 0.033 -0.018 -0.021
Si 2.764 0.02 4.035 -0.007 0.022 -0.003
Si 5.468 2.764 4.107 0.049 0.008 0.037
Si 2.731 5.493 4.243 -0.023 0.019 0.056
Si 5.485 -8.13 4.371 0.011 0.037 -0.042
Si 2.713 -5.424 4.261 0.042 0.008 -0.019
Si 5.513 -2.861 4.087 0.019 0.049 -0.005
Si -8.165 0.013 3.932 -0.006 -0.012 -0.016
Si -5.386 2.643 4.088 0.015 0.034 0.009
Si -8.135 5.453 4.327 0.006 0.009 -0.024
Si -5.518 8.151 3.959 0.02 -0.007 -0.002
Si -8.238 -5.495 4.019 0.003 -0.004 -0.03
Si -5.494 -2.743 4.003 -0.017 0.019 0.018
Si -1.364 -1.366 5.494 0.002 -0.003 0.041
Si 1.393 1.336 5.451 -0.006 -0.003 0.009
Si -1.386 4.126 5.411 -0.005 0.002 -0.024
Si 1.292 6.887 5.432 -0.029 0.025 -0.018
Si -1.401 9.537 5.325 -0.009 0.011 0.001
Si 1.316 -4.031 5.491 -0.049 -0.008 0.018
Si 4.133 -1.386 5.366 -0.001 0.002 -0.005
Si 6.832 1.348 5.396 0.022 -0.02 -0.005
Si 4.107 4.087 5.514 0.002 -0.04 -0.006
Si -9.495 6.798 5.652 0.011 0 0.028
Si 4.064 -6.772 5.612 0.012 0.024 0.027
Si -9.524 12.138 5.492 0.017 0.003 0.031
Si -6.832 -1.358 5.365 0.014 0.024 -0.019
Si -4.085 1.353 5.521 -0.009 -0.02 0.055
Si -6.731 4.016 5.491 0.003 -0.012 -0.006
Si -4.1 6.797 5.313 0.015 -0.009 0.001
Si -6.835 -6.826 5.378 0.011 -0.006 0.02
Si -4.073 -4.099 5.317 0.015 -0.028 -0.033
Si 0.012 0.003 6.817 0.017 0.003 0.007
Si 2.734 2.704 6.822 -0.014 0.007 0.002
Si -0.033 5.481 6.782 0 -0.003 -0.001
Si 2.66 -8.152 6.865 -0.002 0.003 0.003
Si -0.057 -5.443 6.77 0.006 -0.01 0.003
Si 2.731 -2.679 6.788 0.034 -0.027 -0.003
Si 5.466 -0.02 6.757 -0.001 -0.01 -0.007
Si -8.143 2.68 6.81 -0.02 0.023 0.019
Si -10.89 5.422 6.913 0 0.011 0.022
Si -8.112 8.191 6.88 -0.004 0.015 0.012
Si -10.878 10.88 6.921 0.005 0.003 0.024
Si -8.158 -2.732 6.76 0.002 -0.029 -0.014
Si -5.479 -0.03 6.8 -0.023 -0.012 0.003
Si -2.713 2.753 6.807 0.002 -0.002 0.016
Si -5.39 5.44 6.781 -0.011 0.018 -0.01
Si -2.745 8.163 6.705 0.007 0.006 -0.005
Si -5.434 -5.453 6.707 -0.013 -0.012 -0.007
Si -2.755 -2.755 6.772 -0.008 0.004 0.003
Si -1.352 1.388 13.606 0.022 0.013 -0.002
Si 1.323 4.065 13.597 0.005 0.009 -0.012
Si -1.379 6.78 13.614 -0.008 0.005 -0.011
Si 1.345 -6.821 13.577 -0.008 0.005 0.002
Si -1.382 -4.08 13.58 0.013 0.006 0.014
Si 1.376 -1.331 13.584 0.001 -0.005 -0.009
Si 4.067 1.339 13.603 0.005 -0.004 -0.001
Si -9.518 4.073 13.62 -0.009 -0.018 0.013
Si 4.068 -9.55 13.604 -0.011 0.002 0.009
Si -9.501 9.521 13.598 0.002 0.007 0
Si 4.093 -4.076 13.586 0.005 0.003 -0.006
Si 6.791 -1.374 13.586 -0.001 -0.006 -0.011
Si -6.792 1.365 13.599 -0.013 -0.003 0.01
Si -4.067 4.098 13.617 -0.005 0.02 -0.006
Si -6.786 6.809 13.621 0.017 0.001 -0.003
Si -4.102 9.505 13.614 0.004 -0.016 0.001
Si -6.813 -4.097 13.592 -0.021 0.006 -0.014
Si -4.085 -1.345 13.582 0.002 0.01 0.007
Si -2.742 0.049 14.94 -0.028 -0.009 -0.003
Si -0.016 2.742 15.019 0.002 0.001 -0.001
Si -2.719 5.442 15.021 0.009 0.016 0.003
Si 0.001 8.125 14.944 0.019 -0.017 0
Si -2.754 -5.437 14.942 -0.013 0.012 0.001
Si 0.007 -2.706 14.895 0.018 0 -0.019
Si 2.723 0 15.002 0.001 0.008 0.016
Si 5.433 2.683 14.95 -0.004 -0.001 0
Si 2.675 5.403 14.953 -0.017 -0.013 -0.005
Si 5.464 -8.185 14.929 0.017 -0.013 -0.003
Si 2.709 -5.441 14.903 0.012 -0.004 -0.01
Si 5.448 -2.723 14.969 0.016 -0.005 0.001
Si -8.176 -0.007 14.922 -0.017 -0.003 -0.015
Si -5.433 2.74 14.959 0.014 0.005 -0.006
Si -8.146 5.447 14.971 -0.009 0.027 -0.001
Si -5.441 8.16 15.02 0.003 0 -0.001
Si -8.146 -5.448 14.992 0.026 0.006 0.001
Si -5.451 -2.723 14.917 -0.003 -0.014 -0.004
Si -1.387 -1.367 16.215 0.027 -0.01 0.001
Si 1.361 1.375 16.363 -0.002 0.007 0.016
Si -1.375 4.097 16.43 0.01 -0.01 -0.008
Si 1.306 6.73 16.339 -0.018 -0.01 -0.003
Si -1.346 -6.79 16.242 -0.003 -0.003 -0.011
Si 1.382 -4.044 16.251 -0.002 0.016 -0.019
Si 4.098 -1.379 16.358 0.001 0 -0.016
Si -9.547 1.3 16.308 0.013 -0.006 -0.007
Si 4.042 4.024 16.276 -0.007 -0.009 0.003
Si -9.485 6.819 16.338 -0.002 0.024 0.002
Si 4.064 -6.83 16.221 -0.037 0.006 -0.01
Si -9.491 -4.059 16.337 -0.001 -0.009 0.021
Si -6.783 -1.33 16.252 -0.006 -0.002 -0.021
Si -4.051 1.445 16.347 0.029 0.011 -0.001
Si -6.808 4.067 16.33 -0.025 0.006 0.005
Si -4.073 6.806 16.392 0.006 0.013 -0.016
Si -6.793 9.526 16.399 -0.014 -0.003 0.004
Si -4.154 -4.106 16.301 -0.009 0.004 0.007
Si -0.081 -0.018 17.601 0.01 0.007 -0.032
Si 2.768 2.692 17.759 -0.025 -0.03 -0.018
Si -0.027 5.43 17.845 0.009 0.01 0.02
Si 2.721 8.108 17.566 0.027 -0.02 -0.018
Si 0.002 -5.397 17.548 0.034 -0.001 -0.007
Si 2.72 -2.741 17.692 0.028 -0.005 0.005
Si 5.474 -0.056 17.75 -0.029 -0.015 -0.003
Si -8.189 2.656 17.634 0.011 0.029 0.002
Si 5.424 5.392 17.552 -0.016 -0.006 -0.019
Si -8.156 8.186 17.781 0.004 0.015 0.02
Si 5.4 -5.471 17.572 0.012 0.014 -0.007
Si -8.074 -2.668 17.665 0 -0.028 -0.023
Si -5.448 0.057 17.593 0.005 0.01 0.01
Si -2.742 2.782 17.838 0.016 0.012 -0.003
Si -5.456 5.411 17.724 0.004 0.023 0.007
Si -2.657 -8.096 17.669 -0.009 -0.008 -0.009
Si -5.456 -5.423 17.797 0.002 -0.017 -0.004
Si -2.764 -2.717 17.541 0 -0.002 -0.037
Si -1.371 1.295 19.072 0.016 0.03 -0.003
Si 1.402 4.029 19.166 -0.005 -0.021 -0.015
Si -1.4 6.904 19.17 -0.036 -0.077 -0.003
Si 1.376 -6.785 18.822 0.007 0.005 0.109
Si -1.423 -4.078 18.867 -0.004 -0.005 0.08
Si 1.268 -1.367 18.942 0.04 0.048 0.003
Si 4.091 1.245 19.145 -0.031 0.032 0.041
Si -9.641 3.973 18.908 -0.059 -0.041 0.086
Si 4.116 6.759 18.893 -0.052 -0.01 0.028
Si -9.584 9.614 19.039 0.044 -0.009 -0.001
Si 4.11 -4.142 19.006 0.036 0.041 -0.008
Si 6.917 -1.369 19.102 0.002 0.002 0.017
Si -6.793 1.359 19.008 -0.045 0.003 0.009
Si -4.134 4.156 19.253 0.043 0.028 -0.036
Si -6.785 6.77 19.117 0.025 0.05 -0.021
Si -3.98 -6.759 19.09 0.004 -0.017 -0.016
Si -6.785 -3.977 19.15 -0.027 -0.028 0.057
Si -4.07 -1.312 18.864 0.065 -0.043 0.071
Si -2.819 -0.034 20.388 0.015 0.02 0.099
Si 0.279 2.327 20.392 -0.004 0.067 -0.629
Si -3.251 6.06 20.449 -0.121 0.137 -0.592
Si 0.036 8.374 20.353 -0.055 0.092 0
Si -3.488 -3.471 21.644 -0.015 0.079 -0.054
Si -0.138 -2.696 20.225 -0.052 0.012 0.05
Si 2.44 0.039 20.379 0.204 -0.03 -0.61
Si 5.549 2.537 20.472 0.298 -0.242 -0.382
Si 2.777 5.519 20.381 0.061 -0.049 0.065
Si 5.389 8.145 20.294 0.09 0.012 0.075
Si 2.736 -5.556 20.288 0.052 -0.052 0.04
Si 5.841 -3.116 20.249 0.21 -0.257 -0.459
Si -8 -0.018 20.501 -0.03 -0.035 0.026
Si -4.551 0.922 21.726 -0.011 -0.056 0
Si -8.256 5.274 20.219 -0.006 0.012 -0.012
Si -4.997 -8.492 20.32 0.134 -0.246 -0.456
Si -8.693 -4.86 20.268 -0.08 0.056 -0.011
Si -5.284 -2.582 20.374 -0.045 -0.035 0.059
Si -1.822 -1.773 21.63 -0.102 -0.207 -0.568
Si -0.863 2.925 23.208 -0.035 -0.012 -0.051
Si -1.964 5.842 23.36 0.038 -0.061 -0.083
Si 1.832 7.356 21.411 -0.035 0.031 -0.013
Si -0.725 -6.116 21.706 -0.008 -0.018 -0.616
Si 0.92 -4.477 21.241 -0.035 -0.01 0
Si -6.266 -2.044 23.903 0.343 0.164 -0.25
Si -9.008 1.67 21.778 0.073 0.05 0.084
Si 4.151 4.703 22.103 -0.352 0.399 -0.464
Si -9.696 6.549 21.511 -0.047 0.153 -0.694
Si 3.586 -7.388 21.587 -0.135 0.038 -0.551
Si 3.96 -1.936 22.476 -0.076 -0.069 -0.244
Si -6.23 -0.928 21.786 -0.001 0.077 -0.136
Si -5.552 2.694 20.514 -0.042 0.025 0.159
Si -7.469 3.57 21.627 0.033 -0.362 -0.542
Si -9.409 5.108 -5.442 -0.006 -0.01 -0.118
Si -5.865 -6.789 22.936 0.034 0.007 -0.123
Si -2.617 -5.334 20.48 -0.012 -0.086 0.095
Si -5.103 -1.264 -6.207 -0.127 -0.052 -0.103
Si 0.441 -2.146 -4.969 0.028 0.061 0.127
Si 4.097 0.235 24.608 -0.06 0.012 0.011
Si -5.292 6.209 -0.314 -0.096 -0.477 0.582
Si -5.043 5.766 -3.33 -0.108 0.034 0.116
Si 0.825 -0.225 -7.311 0.002 0.077 0.01
Si -3.48 6.276 26.015 0.017 0.073 -0.012
Si -4.78 1.591 -4.871 -0.013 -0.058 0.057
Si -9.397 2.131 -5.825 0.051 -0.017 0.082
Si 1.404 1.341 24.483 -0.036 -0.018 -0.022
Si -5.032 -3.328 -4.154 -0.128 0.106 0.034
Si 1.659 -3.803 23.263 -0.195 -0.279 -0.551
Si 3.389 -1.795 -0.34 -0.317 -0.406 0.355
Si -10.674 -1.83 -2.358 -0.038 -0.174 0.069
Si -10.755 -6.62 -3.31 -0.058 0.103 0.01
Si -9.434 1.564 24.16 0.156 -0.149 -0.772
Si 4.145 -4.269 -7.149 0.005 0.024 -0.035
Si -3.919 6.06 -6.872 -0.029 0.01 0.061
Si 3.351 5.725 -2.488 0.092 0.017 0.036
Si -4.97 -0.735 25.357 -0.403 -0.427 -0.522
Si 1.573 2.565 -6.661 -0.019 -0.035 -0.016
Si -2.479 7.346 -3.307 0.03 -0.155 -0.049
Si -8.82 0.545 -3.153 0.097 -0.095 0.05
Si -6.307 -1.311 -2.344 -0.174 -0.118 0.626
Si -1.952 -7.979 -6.121 -0.073 0.019 0.061
Si -8.608 -5.581 22.455 0.05 0.266 -0.615
Si -6.82 6.418 -5.533 0.115 0.092 0.073
Si -8.765 7.182 24.241 -0.001 0.126 -0.053
Si 1.622 4.005 -4.031 -0.026 -0.074 0
Si 2.74 5.228 24.828 0.101 -0.003 -0.09
Si -7.64 -2.926 -6.683 0.009 0.015 0.038
Si -10.047 6.909 -3.001 -0.071 0.047 0.102
Si -3.525 1.416 23.806 -0.256 -0.014 -0.581
Si 0.44 -6.33 24.51 -0.296 0.188 0.335
Si -3.814 0.556 -2.353 0.195 0.241 0.785
Si -0.986 -0.556 -2.876 -0.035 0.02 0.131
Si -3.928 3.141 26.284 0.007 -0.076 -0.028
Si 5.43 -6.927 23.875 -0.014 -0.013 -0.078
Si 1.679 -4.792 -5.196 0.054 0.011 0.05
Si -5.526 -5.035 -6.506 0.034 -0.001 0.024
Si -4.087 -4.568 -1.712 -0.266 0.194 0.466
Si 5.25 -4.692 26.154 0.075 0.02 -0.047
Si 1.65 1.151 -2.695 -0.102 -0.119 0.018
Si -6.642 2.234 -6.936 -0.007 0.045 -0.019
Si 0.851 7.121 23.454 0.248 0.1 -0.548
Si -8.189 4.32 24.512 0.028 -0.027 -0.134
Si 2.885 -5.662 -2.702 0.166 0.033 0.159
Si -8.882 -3.586 -0.825 0.208 0.352 0.566
Si -5.957 8.118 25.525 -0.099 -0.079 -0.107
Si -1.128 4.64 -2.791 -0.07 -0.007 0.023
Si -4.773 -3.871 23.561 0.036 0.47 -0.29
Si -9.506 -4.936 -5.521 0.067 0.041 0.006
Si -8.442 -3.846 24.989 -0.057 0.017 0.004
Si -3.276 3.928 -4.861 -0.015 0.074 0.049
Si -1.355 1.377 8.153 -0.004 -0.007 -0.002
Si 1.345 4.095 8.135 0 -0.003 -0.024
Si -1.393 6.831 8.132 -0.006 0.002 -0.009
Si 1.306 -6.771 8.18 0.013 0.016 0.018
Si -1.397 -4.093 8.152 0.005 -0.008 0.012
Si 1.372 -1.349 8.171 0.001 -0.002 0
Si 4.107 1.336 8.15 -0.003 -0.007 -0.006
Si -9.498 4.044 8.197 0.023 0.005 0.007
Si 4.04 6.797 8.211 -0.01 -0.007 0.008
Si -9.5 9.516 8.231 -0.009 -0.008 0.016
Si 4.061 -4.043 8.189 -0.013 0.004 0.012
Si -9.513 -1.375 8.138 -0.014 0.003 -0.002
Si -6.805 1.332 8.185 0.002 -0.001 0.006
Si -4.063 4.097 8.174 0.014 0.014 0.002
Si -6.754 6.787 8.17 0 0.006 0.011
Si -4.091 -6.805 8.1 -0.016 -0.021 -0.004
Si -6.778 -4.089 8.108 0.013 0.007 -0.011
Si -4.097 -1.383 8.143 -0.011 -0.012 0.002
Si -2.727 0.001 9.493 0.004 0.011 -0.008
Si -0.002 2.735 9.51 -0.002 -0.001 0.005
Si -2.718 5.463 9.521 -0.003 -0.007 0.011
Si -0.035 -8.156 9.523 -0.006 0.003 0.005
Si -2.748 -5.458 9.504 0.002 0.005 0.004
Si -0.009 -2.726 9.502 0.012 0 -0.006
Si 2.73 0.005 9.522 0.001 -0.007 0.01
Si -10.874 2.692 9.537 0.004 -0.013 0.006
Si 2.691 5.422 9.543 -0.005 0.007 0.011
Si -10.885 8.148 9.553 0.006 0.011 -0.002
Si 2.697 -5.424 9.531 -0.006 0.008 -0.003
Si -10.876 -2.705 9.524 -0.015 0.006 0.003
Si -8.172 -0.021 9.529 0.01 -0.011 0.006
Si -5.436 2.724 9.518 -0.01 0.005 -0.011
Si -8.138 5.434 9.529 -0.002 -0.003 -0.005
Si -5.415 -8.156 9.512 0.017 -0.011 0.007
Si -8.129 -5.422 9.524 -0.011 -0.005 0.002
Si -5.445 -2.739 9.509 -0.003 -0.003 0
Si -1.359 -1.348 10.861 0 -0.01 -0.001
Si 1.361 1.372 10.866 0.011 0.014 -0.012
Si -1.366 4.089 10.869 0.007 0.019 -0.01
Si 1.332 -9.523 10.883 -0.006 -0.009 0.003
Si -1.395 -6.808 10.882 -0.001 -0.002 0.005
Si 1.34 -4.073 10.892 0.003 -0.006 0.013
Si 4.082 -1.354 10.878 0.013 -0.002 -0.002
Si -9.517 1.345 10.901 -0.017 -0.004 0.011
Si -12.25 4.056 10.886 -0.007 -0.005 0.004
Si -9.514 6.783 10.898 -0.017 -0.003 0.002
Si -12.248 9.525 10.885 0.002 -0.011 0
Si -9.513 -4.077 10.868 0.012 0.013 -0.006
Si -6.805 -1.379 10.874 -0.012 -0.002 0.009
Si -4.075 1.362 10.874 0.003 -0.003 0.005
Si -6.785 4.081 10.895 -0.002 0.001 0.007
Si -4.075 6.808 10.887 0.007 0.011 0.004
Si -6.785 -6.804 10.871 0.003 0.007 -0.011
Si -4.09 -4.09 10.877 -0.008 -0.01 0.007
Si 0 0.021 12.231 0.017 0.014 -0.013
Si 2.705 2.707 12.253 -0.015 -0.014 0.001
Si -0.023 5.435 12.243 -0.001 -0.005 0.006
Si 2.718 -8.174 12.234 0.006 0.015 -0.004
Si -0.026 -5.452 12.232 -0.019 -0.016 -0.003
Si 2.724 -2.711 12.235 0.009 0.016 -0.001
Si 5.431 -0.009 12.245 -0.012 -0.004 0.009
Si -8.154 2.724 12.248 0.008 0.011 -0.001
Si -10.886 5.413 12.246 0.003 -0.007 -0.004
Si -8.143 8.158 12.241 -0.002 0.007 -0.007
Si -10.866 10.881 12.233 -0.002 0.005 -0.005
Si -8.166 -2.732 12.237 -0.025 -0.013 0.001
Si -5.449 0.001 12.221 -0.012 -0.012 -0.004
Si -2.719 2.735 12.24 0.005 0.003 -0.004
Si -5.427 5.452 12.254 0.01 0.017 -0.009
Si -2.734 8.152 12.262 0.001 -0.012 0.002
Si -5.443 -5.452 12.244 0.004 0 0.005
Si -2.723 -2.707 12.218 0.017 -0.001 -0.004
O -4.017 7.085 0.245 0.075 -0.188 0.231
O 0.527 -8.045 -0.522 -0.518 -0.255 0.065
O 3.016 7.988 0.196 0.622 -0.023 -0.577
O 0.562 -5.336 -0.124 -0.079 0.215 -0.238
O -2.179 -7.275 0.193 0.243 0.434 0.07
O 3.686 -5.05 -1.408 -0.349 0.579 0.115
O 4.92 -1.985 -0.909 0.501 -0.331 0.334
O -9.873 -3.662 25.744 -0.133 0.511 0.084
O 5.082 5.369 0.352 -0.156 0.083 -0.14
O -6.547 7.145 -0.701 0.209 0.136 -0.422
O -10.176 -4.428 -0.389 -0.073 -0.052 0.515
O -7.646 -6.966 -1.168 -0.024 0.171 -0.288
O 0.391 4.728 -3.291 0.17 0.277 -0.156
O -10.777 -1.036 1.802 -0.263 -0.361 -0.04
O -0.579 2.997 21.616 -0.273 0.491 0.032
O -1.43 4.35 23.717 -0.318 -0.074 0.468
O -2.857 5.755 22.017 -0.21 -0.054 0.172
O 1.374 1.192 20.944 -0.07 0.091 0.278
O 3.023 -0.97 21.544 -0.167 0.067 0.423
O 4.624 3.226 21.654 -0.222 -0.491 0.22
O 5.24 -2.522 21.673 0.001 0.259 0.158
O 0.763 -2.592 23.825 -0.175 -0.025 -0.037
O 4.076 -2.658 -7.287 0.38 0.493 0.62
O -5.325 -5.662 -1.864 -0.157 -0.506 -0.696
O -4.763 0.089 -5.417 0.211 -0.037 0.148
O -5.352 -5.263 22.913 -0.201 -0.091 -0.194
O -10.832 -4.693 -6.395 -0.201 -0.237 0.103
O -3.72 0.037 24.652 0.534 -0.336 -0.059
O 0.676 1.218 -6.575 -0.346 -0.056 0.421
O 0.224 0.498 -3.128 -0.034 0.115 -0.403
O -10.185 0.799 0.098 0.245 -0.153 -0.128
O 1.592 1.352 -1.113 0.197 -0.243 0.076
O 3.402 4.529 23.53 -0.195 -0.348 0.407
O -6.703 -1.667 -6.233 -0.321 0.331 0.269
O -8.647 7.143 22.623 0.485 0.124 -0.02
O -4.898 7.05 26.102 -0.033 -0.137 0.209
O -1.44 -1.375 23.192 -0.095 0.232 0.209
O 3.575 -0.272 0.276 -0.143 0.423 -0.071
O 1.543 -5.136 24.207 0.503 -0.121 0.152
O -7.865 5.244 -5.946 0.252 -0.28 -0.224
O 1.579 -6.485 -2.242 -0.328 -0.484 -0.393
O 2.248 6.806 -1.991 -0.181 0.495 -0.286
O -4.196 -4.094 25.087 0.15 -0.506 0.048
O -0.772 -6.201 23.38 -0.428 0.13 0.347
O 2.842 -4.705 -6.306 0.166 -0.108 0.146
O -3.556 2.466 -5.483 0.225 0.039 -0.453
O 0.588 0.003 24.171 -0.214 0.152 -0.186
O -2.831 6.489 24.554 0.014 0.227 -0.204
O -6.606 -4.058 -7.215 0.085 -0.185 -0.318
O -10.569 -6.603 -1.692 0.483 -0.164 -0.024
O -4.771 -0.756 -2.415 0.319 -0.437 -0.1
O -7.359 4.261 23.119 0.379 0.159 0.118
O -1.038 -1.152 -1.366 0.223 -0.147 0.06
O 4.408 -2.061 -3.415 0.125 -0.449 -0.483
O -8.923 1.095 -4.673 0.32 -0.301 -0.185
O -1.997 3.853 -3.893 0.157 -0.258 0.021
O -8.297 0.696 24.957 0.06 -0.49 -0.092
O 5.382 3.064 -0.788 -0.077 -0.066 -0.521
O 3.563 -0.331 26.028 0.019 -0.143 0.101
O -7.478 -6.658 22.907 0.006 -0.189 0.221
O -8.623 -4.304 23.449 0.081 0.514 -0.197
O 1.907 -1.844 -4.344 0.125 0.008 -0.048
O -0.721 6.844 23.14 -0.101 0.362 -0.283
O -6.045 -6.556 -6.607 0.462 -0.364 0.005
O -1.944 1.764 23.556 0.14 -0.357 -0.127
O -9.799 3.562 -5.188 -0.283 0.039 0.23
O -10.173 -8.021 -3.825 0.248 0.043 -0.73
O -8.588 -3.584 -5.526 0.048 0.267 0.347
O -1.212 3.831 -1.408 -0.294 -0.019 -0.214
O -8.418 2.828 0.1 0.303 -0.158 -0.524
O -4.118 -4.831 -7.28 0.095 0.554 -0.182
O -2.618 -7.732 -2.324 -0.511 -0.013 -0.15
O -9.006 1.778 -2.124 0.131 0.317 -0.266
O -9.033 7.115 -1.752 -0.01 -0.279 -0.004
O 5.149 -5.78 24.962 -0.097 0.088 0.051
O -9.26 3.118 24.59 -0.322 0.236 0.383
O -7.582 -2.474 24.86 -0.187 0.325 0.397
O 0.182 -1.313 -6.32 -0.488 -0.17 -0.097
O -8.664 -6.147 -6.175 -0.051 -0.114 -0.244
O -6.463 6.274 -3.937 -0.428 -0.091 0.201
O -2.66 -5.284 -1.468 0.324 0.318 0.145
O -9.985 -5.387 -4.032 0.06 0.411 0.214
O 4.019 -7.339 23.193 -0.044 -0.382 0.26
O -3.028 5.02 -6.012 0.275 -0.112 -0.245
O -0.723 -1.786 -3.901 -0.365 -0.457 0.078
O -4.944 5.503 -1.737 0.25 -0.651 0.173
O -6.263 -2.597 -3.36 -0.394 -0.365 -0.142
O 2.285 4.178 25.967 0.108 -0.121 0.159
O 3.83 6.308 25.363 0.249 0.069 -0.665
O -3.083 7.441 -6.856 0.007 0.053 -0.042
O -10.43 5.811 -6.498 0.12 0.482 0.237
O -7.372 7.544 24.979 -0.038 0.084 0.102
O 1.245 3.7 -5.566 -0.435 0.314 -0.233
O -5.414 6.284 -6.305 0.113 -0.125 0.065
O -10.854 5.656 22.281 -0.106 0.353 0.344
O -8.236 2.46 -6.915 -0.385 -0.05 -0.49
O 1.921 2.568 -3.382 0.272 -0.094 -0.179
O -7.561 7.798 -5.945 -0.416 0.127 0.433
O -3.904 -3.739 -3.089 0.606 0.31 -0.035
O -4.12 2.585 24.773 -0.197 0.149 0
O -5.279 -7.458 24.27 0.535 0.077 0.035
O -1.698 7.816 -4.627 0.435 0.045 0.128
O -4.609 1.648 -3.259 -0.14 0.389 0.256
O -7.623 -5.025 25.748 0.473 -0.055 -0.221
O 3.17 -3.206 23.107 0.499 -0.139 0.035
O 2.88 5.027 -3.878 0.346 0.265 -0.358
O -3.963 6.901 -3.731 -0.154 0.263 -0.385
O -5.957 0.323 26.111 0.208 0.399 0.377
O 2.912 1.128 23.931 0.167 0.171 -0.588
O -4.599 4.384 -4.036 -0.241 -0.355 -0.016
O 1.008 -6.265 -5.362 -0.257 -0.285 0.368
O 0.583 2.589 23.86 0.234 0.376 0.07
O -9.357 -2.776 -2.177 0.245 -0.024 -0.277
O 1.249 5.994 0.352 0.478 -0.225 0.188
O -7.033 4.183 25.621 0.455 0.314 -0.101
O 2.43 -1.877 -1.666 -0.638 -0.078 0.088
O -2.403 0.205 -3.105 0.106 0.075 -0.502
O 4.5 -1.019 23.679 0.492 0.053 0.189
O 5.428 1.134 24.713 -0.303 -0.034 0.271
O 1.356 5.934 24.415 -0.48 -0.371 0.578
O -5.39 -7.732 21.726 0.203 -0.254 0.282
O 1.077 -7.803 24.252 0.428 0.038 0.406
O -10.018 -8.139 24.526 -0.206 -0.125 0.464
O -4.385 -2.399 -5.304 0.582 -0.106 -0.112
O -2.42 -6.424 -6.173 -0.111 0.252 0.422
O -10.039 -6.322 22.635 -0.337 0.042 -0.287
O 3.092 2.047 -6.519 0.133 -0.291 0.389
O -0.49 -7.994 -6.809 0.065 -0.294 -0.43
O -7.407 -0.23 -2.897 0.147 -0.021 0.081
O -1.689 6.142 -2.578 0.041 0.181 0.258
O 2.892 0.195 -3.12 0.359 0.254 -0.5
O 3.954 -6.549 -3.546 -0.136 -0.222 -0.44
O 3.348 4.531 -1.396 -0.428 -0.369 -0.106
O -9.054 5.666 24.728 -0.323 -0.136 0.159
O -10.66 1.534 -6.647 0.227 -0.377 -0.074
O -5.517 -4.665 -4.927 -0.299 -0.413 0.117
O -0.642 -1.615 25.78 -0.448 0.153 0.176
O 1.55 1.681 26.065 -0.013 -0.115 0.178
O 4.795 6.429 -2.556 -0.023 0.219 0.123
O -6.175 2.224 -5.387 -0.312 -0.02 0.246
O 2.084 -8.02 -7.014 0.277 0.21 0.415
O 2.324 -4.549 -3.726 -0.133 0.521 0.232
O -3.709 4.714 26.189 0.087 -0.011 -0.117
O 0.485 -3.713 -5.377 -0.524 -0.109 -0.307
O -7.576 -4.441 -1.271 0.27 0.022 -0.21
O -9.458 5.818 -4.005 0.201 -0.312 0.234
O -10.068 -0.42 -2.824 -0.411 0.145 0.057

Results
total energy: -102966.413 eV
total energy less fixed offsets of O -438.25, Si -107.07 eV per atom: 1.537 eV
